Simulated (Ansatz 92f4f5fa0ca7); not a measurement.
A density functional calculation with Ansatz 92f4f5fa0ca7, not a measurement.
Periodic cell of 226 atoms, Si133O92B1, from a study of silicon, its oxide and their interface. The atomic structure is a simulated model.
Doubt: the cutoff is far below the 930 eV that the study's wrapper takes by default for these files, so forces and energies are approximate.
This geometry differs little from another in the collection (a relaxation step or a small displacement).

Settings
functional: PBE
potential files: Ansatz PAW
basis: plane waves
wave-function cutoff: 580 eV
density cutoff ratio: 5
exchange-correlation grid ratio: 1
k mesh: 1 x 1 x 1, Gamma-centred
self-consistency stop: 5e-08 eV per atom in the density residual
occupations: fixed
spin: none
net charge: -1 e, with a uniform compensating background and no finite-size correction

Cell vectors (angstrom)
a	10.938	0	0
b	0	10.938	0
c	0	0	31.9494

Atoms: element, x, y, z (angstrom)
Si	10.6249	0.0035	24.4415
Si	5.0842	0.1606	24.7158
Si	2.8436	2.3184	24.5872
Si	8.5655	2.435	24.6048
Si	10.6711	5.5741	24.388
Si	5.1568	5.6119	24.49
Si	2.9846	7.9456	24.4251
Si	8.398	7.8098	24.4717
Si	1.2883	1.1441	25.8576
Si	6.7982	1.388	25.8169
Si	4.0458	4	25.8156
Si	9.6181	4.038	25.9302
Si	1.3323	6.7817	25.6848
Si	6.8111	6.6697	25.8225
Si	4.0043	9.4673	25.9655
Si	9.4723	9.4423	25.8182
Si	2.6546	-0.1111	27.2988
Si	8.1375	-0.0507	27.1585
Si	0.0571	2.6575	27.2273
Si	5.6077	2.8749	27.2892
Si	2.6783	5.4174	27.1249
Si	8.0263	5.221	27.3103
Si	-0.016	8.1257	27.1414
Si	5.507	8.13	27.1938
Si	4.1323	1.373	28.488
Si	9.4892	1.3681	28.5279
Si	1.3874	4.0664	28.5713
B	6.8052	4.0587	28.5221
Si	4.1266	6.7258	28.5095
Si	9.5079	6.731	28.476
Si	1.2875	9.4784	28.62
Si	6.8224	9.5366	28.5671
Si	-0.0649	-0.0036	29.9152
Si	5.4477	-0.0059	29.894
Si	2.7788	2.7127	29.897
Si	8.0218	2.8597	29.7145
Si	-0.0295	5.439	29.8882
Si	5.6101	5.2848	29.7223
Si	2.7503	8.1258	29.895
Si	8.2218	8.1643	29.8776
Si	1.363	1.3732	31.2354
Si	6.8348	1.4162	31.1952
Si	4.1651	4.0985	31.2108
Si	9.4921	4.0682	31.1874
Si	1.3552	6.8079	31.2584
Si	6.8123	6.7872	31.1753
Si	4.0844	9.5559	31.2464
Si	9.5478	9.5468	31.2746
Si	2.736	0.0172	0.6616
Si	8.1936	0.0433	0.6241
Si	-0.0198	2.7573	0.6276
Si	5.4828	2.7462	0.6753
Si	2.7665	5.4571	0.6305
Si	8.2068	5.495	0.6336
Si	0.0166	8.2139	0.6903
Si	5.485	8.1965	0.634
Si	4.1033	1.3899	2.0426
Si	9.5973	1.3654	2.0051
Si	1.3566	4.1439	2.0027
Si	6.8436	4.1578	2.0168
Si	4.0966	6.8546	2.0057
Si	9.5742	6.8459	2.041
Si	1.3739	9.6211	2.0461
Si	6.8346	9.6295	1.9931
Si	0.0243	0.0484	3.4478
Si	5.4847	0.0374	3.4206
Si	2.7066	2.7779	3.3706
Si	8.259	2.7904	3.31
Si	0.0359	5.5215	3.44
Si	5.4736	5.5351	3.3972
Si	2.7453	8.2441	3.3723
Si	8.2397	8.3036	3.3486
Si	1.3745	1.4631	4.8203
Si	6.9121	1.4792	4.6946
Si	4.0574	4.1626	4.7255
Si	9.6058	4.0879	4.7505
Si	1.3698	6.978	4.8132
Si	6.8399	7.0008	4.6985
Si	4.0989	9.5794	4.7678
Si	9.6187	9.5876	4.8126
Si	2.762	0.0458	6.1156
Si	8.2964	0.1305	6.07
Si	0.0193	2.8085	6.2827
Si	5.5144	2.8447	6.0366
Si	2.7567	5.6	6.1163
Si	8.2586	5.6095	5.927
Si	0.0507	8.3143	6.342
Si	5.5053	8.3102	6.2011
Si	4.4284	1.1933	7.3038
Si	9.816	1.1591	7.5998
Si	1.1795	4.5125	7.4822
Si	6.6464	4.5497	7.2161
Si	4.3306	6.7114	7.5175
Si	9.7324	6.6226	7.4761
Si	1.2833	9.9485	7.6775
Si	6.7227	9.9766	7.3906
O	9.5849	1.2441	24.0053
O	4.1055	6.798	23.961
O	4.004	1.2459	24.0604
O	9.5281	6.7047	23.92
O	-0.0259	5.5532	8.0016
O	5.5728	0.1363	7.8972
O	0.0747	0.0964	8.1324
O	5.538	5.6144	7.8627
O	7.599	3.9664	8.4161
O	8.7333	7.0589	8.7462
O	2.1808	9.4611	9.0258
O	8.9022	1.6871	8.9113
O	7.6132	9.4845	8.7008
O	3.6214	1.8343	8.5857
O	3.5975	7.2291	8.9345
O	2.0635	4.0191	8.8035
O	8.1525	3.4809	23.377
O	0.3977	4.9083	22.9908
O	1.9485	2.789	23.2776
O	5.8267	4.898	23.1463
O	5.5512	10.0637	23.5216
O	2.4467	8.6793	23.0276
O	0.1904	10.0772	23.093
O	7.7509	8.5451	23.1208
Si	8.6553	7.7012	18.4669
Si	8.7905	6.3539	13.6378
Si	3.7991	1.5402	14.7302
Si	2.1392	5.742	17.6435
Si	2.409	3.1428	19.5246
Si	9.8156	9.026	12.0785
Si	1.3315	9.419	22.101
Si	9.1777	0.9627	13.2036
Si	1.4229	5.051	13.0312
Si	1.7997	8.252	12.8106
Si	6.6591	9.5623	22.4662
Si	4.5312	4.6	15.7142
Si	8.212	3.0266	9.5645
Si	0.8413	8.2468	19.2788
Si	6.9689	1.34	21.1146
Si	8.2267	8.321	9.658
Si	10.8907	5.1972	15.6183
Si	7.5692	9.4975	16.3319
Si	9.9418	2.0502	20.3216
Si	3.2187	8.515	9.9008
Si	6.6905	3.3573	17.4359
Si	1.1693	0.2037	19.8183
Si	3.2422	2.8177	12.2885
Si	7.2102	5.4024	19.7222
Si	5.7524	8.6685	11.5404
Si	5.7907	6.0724	13.2028
Si	4.6373	9.7139	17.643
Si	1.0185	3.5962	22.2214
Si	4.8989	1.4893	18.8354
Si	3.1973	3.0927	9.503
Si	6.4567	10.8129	13.7975
Si	10.3522	0.1202	15.9803
Si	5.6658	3.6626	11.1455
Si	9.8394	3.8954	11.9027
Si	2.3479	9.9236	15.5494
Si	6.076	8.139	19.8355
Si	6.9361	3.9638	22.4156
Si	9.7562	2.7781	17.3932
O	7.2003	6.3763	13.9798
O	1.8818	7.056	18.6854
O	10.287	4.0284	16.5332
O	6.1682	9.967	17.0636
O	10.1534	0.7102	14.4766
O	8.4398	6.1218	18.8885
O	5.1751	0.6831	14.4329
O	5.7086	2.0687	17.5493
O	8.3527	1.9443	20.547
O	2.0034	4.2939	18.4173
O	6.9675	2.8105	10.6285
O	4.8779	2.7115	12.2134
O	6.0331	4.3899	16.3522
O	4.5596	3.9343	9.9415
O	10.71	2.7372	21.5843
O	9.7266	6.1553	14.975
O	6.0067	6.5029	19.8722
O	4.0855	0.1791	18.2958
O	9.2625	10.5481	12.2866
O	2.8554	4.3569	12.7106
O	1.9169	10.6949	21.2181
O	3.99	2.721	19.4231
O	0.734	10.0463	15.9661
O	1.2795	9.8007	18.8414
O	1.7148	1.6609	19.2874
O	8.9432	10.3872	16.4991
O	4.8798	8.5924	18.8097
O	9.5687	8.7561	10.4884
O	6.7279	4.1107	18.8727
O	2.8515	1.7197	13.399
O	5.8244	8.794	21.2921
O	2.5479	2.455	10.8666
O	7.6076	4.8425	21.1978
O	5.2174	7.4789	12.5571
O	0.434	9.0625	12.4991
O	7.5867	1.0523	13.5877
O	7.1086	9.6283	14.7575
O	8.9796	5.0241	12.7055
O	8.0898	8.0381	16.9333
O	6.2281	2.5601	21.9222
O	2.4583	9.0636	14.1131
O	0.424	4.4847	11.8705
O	0.8117	8.3185	20.944
O	9.3838	3.8357	10.3491
O	9.6562	2.3816	12.5319
O	7.6207	8.5733	19.4129
O	2.554	8.1702	11.3611
O	3.984	3.0578	15.3732
O	0.8368	4.4876	14.4452
O	10.0711	2.9985	18.9795
O	9.1507	7.7975	12.9485
O	10.5137	0.528	20.0767
O	6.0376	5.0427	11.9383
O	8.1526	2.7517	17.0523
O	3.5351	5.476	16.7322
O	4.6652	9.138	10.3939
O	1.5358	6.6728	13.1802
O	4.7661	5.4912	14.3491
O	2.0195	3.863	20.9396
O	10.5444	1.4105	16.9619
O	0.9491	6.0606	16.566
O	7.3789	10.9296	21.926
O	5.9401	0.9104	19.9368
O	6.0788	10.0227	12.4111
O	2.8481	0.5475	15.5959
O	7.0552	8.0142	10.7713
O	10.2444	8.015	18.6979
O	3.4526	9.2072	16.5862

Results
free energy: -137022.847 eV
free energy less fixed offsets of B -154.04, O -568.88, Si -635.61 eV per atom: 4.283 eV

Forces (eV/angstrom), in the order of the atoms: element, x, y, z
Si	0.0052	0.0146	0.0417
Si	-0.0244	-0.0129	0.0262
Si	-0.0228	-0.0251	0.0322
Si	0.002	0.0108	0.0744
Si	0.0045	0.0101	0.0439
Si	0.0007	-0.0098	0.0727
Si	0.0106	-0.007	0.0398
Si	0.0147	0.0033	0.0314
Si	-0.0002	0.0084	-0.0005
Si	0.0225	0.0146	-0.0088
Si	0.013	0.0268	-0.0075
Si	0.0038	-0.0249	-0.0146
Si	0.0125	-0.0136	-0.0106
Si	-0.0053	-0.01	-0.0119
Si	0.0147	-0.0079	0.0019
Si	-0.0092	0.01	-0.0088
Si	-0.0245	-0.0158	-0.0135
Si	-0.0049	-0.0264	-0.0055
Si	0.0167	0.0025	-0.0147
Si	-0.0349	-0.0348	-0.0485
Si	-0.0216	-0.0048	-0.0152
Si	0.0193	0.0271	-0.0169
Si	0.0024	0.0063	-0.0094
Si	-0.0145	0.0217	-0.0103
Si	0.0082	0.007	0.0112
Si	0.001	0.016	0.0086
Si	-0.0185	0.0019	-0.0214
B	0.0236	0.0213	0.0657
Si	0.0096	0.0114	0.0113
Si	-0.0308	-0.0116	0.0031
Si	0.0214	0.0192	-0.0262
Si	-0.0022	0.0037	-0.0207
Si	-0.0135	0.004	0.0109
Si	0.0027	-0.0004	0.0082
Si	0.0006	-0.0105	0.0069
Si	-0.0124	-0.0028	-0.0164
Si	0.0179	0.0019	0.0065
Si	0.0042	-0.0122	-0.017
Si	0.0085	-0.02	0.0076
Si	0.0116	-0.0013	0.0012
Si	0.0053	-0.0006	-0.0039
Si	0.0002	0.0033	-0.0015
Si	0.0033	0.0104	0.0026
Si	-0.0011	-0.0036	0.0006
Si	-0.0056	0.003	-0.0017
Si	-0.0041	-0.0005	0.0007
Si	-0.003	0.0064	-0.0026
Si	0.0008	-0.0016	0.0013
Si	0.0048	0.0009	0.0018
Si	-0.0008	0.0002	-0.0035
Si	-0.0014	0.0027	-0.0015
Si	-0.0009	-0.0088	0.0082
Si	0.0002	-0.0054	-0.003
Si	0.0011	0.0019	0.0075
Si	0.0045	-0.0012	0.0021
Si	0.0037	-0.0021	-0.0002
Si	-0.0004	0.0029	0.003
Si	0.0094	-0.0063	-0.0041
Si	-0.0062	0.0075	0.0024
Si	-0.01	0.01	-0.0106
Si	-0.0032	0.0053	-0.0047
Si	0.0031	0.0024	0.0022
Si	-0.0119	0.0025	-0.006
Si	-0.015	0.0089	0.0007
Si	-0.0011	-0.0046	-0.0062
Si	0.0015	0.0029	-0.0103
Si	0.0153	-0.0048	0.0013
Si	-0.0139	-0.0095	0.0286
Si	-0.0094	-0.0058	-0.0135
Si	0.008	-0.0092	0.003
Si	0.0067	-0.0011	0.0087
Si	-0.0024	-0.0298	0.0079
Si	0.0073	0.0039	0.0112
Si	0.011	0.012	-0.0076
Si	-0.0076	-0.0075	-0.0026
Si	0.0031	-0.0006	0.0044
Si	0.0125	0.0036	0.0113
Si	0.0065	0.016	-0.0039
Si	-0.002	-0.0102	0.0035
Si	0.0009	0.0056	0.0114
Si	-0.0078	0.0006	0.0034
Si	0.0029	-0.0007	0.0115
Si	-0.0048	-0.0065	0.0118
Si	0.0023	-0.0009	0.0078
Si	-0.0051	0.0042	0.0074
Si	0.0062	0.0017	0.0068
Si	-0.0065	-0.0072	0.006
Si	-0.0041	-0.0033	0.0096
Si	0.0053	-0.003	-0.0174
Si	0.001	0.0044	-0.044
Si	-0.0018	0.0025	-0.0261
Si	-0.0138	-0.0022	-0.0208
Si	0.0026	0.0077	-0.0298
Si	0.0096	0.0048	-0.0277
Si	-0.0012	0.0019	-0.0219
Si	-0.0022	-0.0038	-0.0257
O	-0.0041	-0.016	-0.0324
O	-0.0139	0.0081	-0.0317
O	0.0119	0.008	-0.0016
O	-0.0089	0.0021	-0.011
O	0.0003	0.0045	0.0064
O	-0.0021	0.0047	0.0016
O	0.0046	-0.0011	0.0099
O	0.0028	-0.0031	0.0032
O	0.0049	0.0003	0.0097
O	-0.0084	0.0052	0.0121
O	0.0106	-0.0089	0.0132
O	-0.0118	0.0125	0.0186
O	0.0077	-0.007	0.0147
O	-0.0048	0.01	0.0112
O	-0.0077	0.0084	0.0195
O	0.0112	-0.0089	0.0128
O	-0.0054	0.0036	-0.0189
O	0.0103	-0.019	-0.0199
O	-0.0016	0.0074	-0.0184
O	0.0133	-0.0119	-0.0241
O	0.0099	-0.0046	-0.0124
O	-0.0101	0.0089	-0.0164
O	0.0108	-0.0127	-0.0204
O	-0.0154	0.0119	-0.0161
Si	0.0004	0.0006	0.0039
Si	-0.0007	0	-0.0026
Si	0.0003	-0.0014	-0.0006
Si	-0.0008	-0.0003	0.0036
Si	-0.0017	-0.0002	0.0051
Si	0.0005	0	-0.0055
Si	-0.0035	0	0.011
Si	0.0004	-0.0001	-0.0026
Si	-0.0001	0	-0.0028
Si	0.001	0.0006	-0.0057
Si	0.0031	-0.004	0.0086
Si	-0.0001	-0.0001	0.0007
Si	0.0053	-0.0106	-0.0064
Si	-0.0001	0.0003	0.0086
Si	0.0013	-0.0008	0.0019
Si	-0.0014	0.0021	-0.0099
Si	-0.0011	0.0005	0.0007
Si	0.0003	-0.0002	0.0011
Si	0.0017	0.0012	0.0055
Si	-0.0021	-0.0011	-0.0119
Si	0.0008	0.0014	0.0034
Si	0.0022	-0.0009	0.0067
Si	-0.0015	-0.0003	-0.0036
Si	0.0012	-0.0012	0.005
Si	-0.0017	0.0004	-0.0055
Si	0.0006	0.0012	-0.0033
Si	-0.0004	-0.0011	0.0032
Si	-0.0044	0.0095	0.0121
Si	-0.0011	0	0.0053
Si	-0.0054	0.0004	-0.0082
Si	0	-0.0007	-0.0029
Si	0.0004	0	0.0008
Si	-0.0009	0.0002	-0.0018
Si	-0.0011	-0.0003	-0.0043
Si	-0.0007	-0.0003	0.0004
Si	0.0007	0.0019	0.0043
Si	-0.0029	0.009	0.0083
Si	0.0009	-0.0006	0.0031
O	0.0001	-0.0003	0.0005
O	0.0005	-0.0009	-0.0026
O	-0.0007	-0.0004	-0.0012
O	-0.0003	-0.0002	-0.0016
O	0.0006	-0.0006	0.0012
O	-0.0013	-0.0008	-0.0016
O	-0.001	0.001	0.0006
O	0.0001	-0.0001	-0.0024
O	0.0001	-0.0005	-0.0017
O	0.0005	0.001	-0.0028
O	-0.0018	0.001	0.0016
O	-0.0002	-0.0003	0.0014
O	0.0002	-0.0008	-0.0014
O	0.0021	0.0001	0.0031
O	-0.0009	-0.0019	-0.0036
O	0.0013	-0.0009	0.0003
O	-0.0009	-0.0004	-0.0011
O	0.0001	0.0009	-0.0021
O	-0.0003	0.0018	0.0022
O	0.0002	-0.0001	0.0006
O	-0.0003	0.0019	-0.0039
O	0.001	-0.0007	-0.0019
O	0	-0.0001	-0.0012
O	-0.0001	0.0007	-0.0038
O	-0.0001	-0.0005	-0.0021
O	-0.0005	-0.0007	-0.0012
O	0.0004	-0.0006	-0.002
O	0.0018	0.0005	0.0047
O	0	0	-0.0022
O	0.0008	0.0004	0.0016
O	-0.002	-0.0024	-0.0045
O	0.0003	-0.0008	0.005
O	0.0009	0.001	-0.0051
O	0.0002	-0.0014	0.0023
O	-0.0005	-0.0002	0.002
O	-0.0003	-0.0004	0.0007
O	0.0002	-0.0007	0.0015
O	0.0002	0.0009	0.002
O	-0.0002	0	-0.0009
O	-0.0013	-0.0038	-0.0035
O	0.0002	0.0007	0.0015
O	0.0009	0.0006	0.0014
O	-0.0006	-0.0015	-0.0065
O	0.0024	0.0027	0.0052
O	0.0002	-0.0011	0.0011
O	0.0001	-0.0001	-0.0015
O	-0.002	-0.001	0.0065
O	0.0005	0.0014	0.0001
O	-0.0001	-0.0004	0.0008
O	-0.0007	-0.0002	-0.0019
O	0	-0.0014	0.0018
O	-0.0003	-0.0001	-0.0019
O	-0.0003	0.0001	0.0015
O	-0.0002	0.0003	-0.0014
O	-0.0009	0.0008	-0.0008
O	0.0028	0.0007	0.0041
O	-0.0006	-0.0009	0.001
O	-0.0005	-0.0014	0.0014
O	0.0023	0.0009	-0.0058
O	-0.0002	0.001	-0.0014
O	0.0009	0.0001	-0.001
O	0.0009	0.0028	-0.0014
O	-0.0014	0.0002	-0.0022
O	0.0006	0.0016	0.0024
O	-0.0001	-0.0001	-0.0004
O	-0.0015	-0.0009	0.004
O	-0.0003	-0.0002	-0.0023
O	0.0015	0.0002	-0.0011

The program warned: the cutoff lies below the one the program advises for these potential files; the exchange-correlation potential is rough where the density is thin.
